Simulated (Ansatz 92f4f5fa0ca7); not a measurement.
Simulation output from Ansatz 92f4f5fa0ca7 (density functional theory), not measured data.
Periodic cell of 223 atoms, Si132O89H2, from a study of silicon, its oxide and their interface. The atomic structure is a simulated model.
Doubt: the cutoff is far below the 930 eV that the study's wrapper takes by default for these files, so forces and energies are approximate.

Settings: functional PBE; potential files Ansatz PAW; basis plane waves; wave-function cutoff 580 eV; density cutoff ratio 5; exchange-correlation grid ratio 1; k mesh 1 x 1 x 1, Gamma-centred; self-consistency stop 5e-08 eV per atom in the density residual; occupations fixed; spin none; net charge 0.

Cell vectors (angstrom)
a  10.938  0  0
b  0  10.938  0
c  0  0  32.4342

Atoms and the computed forces on them: element, x, y, z (angstrom), force x, y, z (eV/angstrom)
Si  -0.2863  0.2523  24.9759  -0.0526  0.0396  -0.2162
Si  5.7303  -0.2557  24.8431  0.0672  -0.1292  -0.1483
Si  2.4005  2.9722  25.0354  -0.1629  0.0451  -0.3097
Si  8.4059  2.3948  24.9238  0.113  -0.1593  -0.226
Si  0.2021  5.1418  25.0006  0.0096  -0.1744  -0.3812
Si  5.1086  5.6155  24.9071  -0.1264  0.0746  -0.0918
Si  2.9576  7.8727  24.9014  0.0505  -0.0364  -0.2174
Si  7.9025  8.4245  24.8502  -0.0732  0.0298  -0.1617
Si  1.2767  1.3785  26.3524  0.0383  -0.0494  -0.2308
Si  6.8405  1.2775  26.2838  -0.0454  0.0536  -0.1565
Si  4.0115  4.1078  26.3394  0.0528  -0.0378  -0.2022
Si  9.5352  4.009  26.2999  -0.0102  0.0618  -0.2669
Si  1.3606  6.7779  26.2733  0.0111  0.0211  -0.1716
Si  6.7613  6.8144  26.2009  0.001  -0.01  -0.2292
Si  4.1119  9.527  26.1996  -0.033  -0.0079  -0.2001
Si  9.4953  9.5531  26.2399  -0.0016  0.0224  -0.1773
Si  2.7369  -0.0141  27.6036  0.0532  -0.0116  0.025
Si  8.2048  -0.0263  27.6745  0.039  0.0133  0.0895
Si  -0.0289  2.7385  27.7136  -0.0135  0.0159  0.0823
Si  5.4638  2.7198  27.612  0.0536  0.0129  0.0549
Si  2.7092  5.4818  27.698  -0.0025  0.0161  0.1279
Si  8.1784  5.4679  27.5951  0.03  0.0708  0.0493
Si  -0.0149  8.201  27.5949  0.0259  0.0374  0.0854
Si  5.4627  8.1974  27.6405  0.011  0.0131  -0.0489
Si  4.1018  1.3673  29.0159  -0.0133  -0.1101  -0.2854
Si  9.5708  1.3673  29.0159  -0.1727  -0.1841  0.3925
Si  1.3673  4.1018  29.0159  -0.13  0.0634  0.4253
Si  6.8362  4.1018  29.0159  -0.0729  -0.0373  -0.3157
Si  4.1018  6.8362  29.0159  -0.0011  0.1232  0.1781
Si  9.5708  6.8362  29.0159  -0.0824  -0.0516  -0.4009
Si  1.3673  9.5708  29.0159  -0.0352  -0.092  -0.369
Si  6.8362  9.5708  29.0159  -0.0788  -0.1682  0.1437
Si  0  0  30.3832  -0.0472  0.0359  -0.0117
Si  5.469  0  30.3832  -0.0253  -0.0418  -0.0179
Si  2.7345  2.7345  30.3832  -0.0579  0.0005  -0.0313
Si  8.2035  2.7345  30.3832  0.015  -0.0788  -0.0038
Si  0  5.469  30.3832  0.017  -0.0638  -0.0035
Si  5.469  5.469  30.3832  -0.0321  0.0091  -0.0246
Si  2.7345  8.2035  30.3832  0.0342  -0.0383  -0.0074
Si  8.2035  8.2035  30.3832  -0.0559  -0.0116  -0.0231
Si  1.3673  1.3673  31.7504  0.0383  -0.0124  -0.0087
Si  6.8362  1.3673  31.7504  -0.014  0.0487  -0.0249
Si  4.1018  4.1018  31.7504  -0.0007  -0.0212  -0.015
Si  9.5708  4.1018  31.7504  0.0053  0.0609  -0.0267
Si  1.3673  6.8362  31.7504  -0.0487  0.0106  -0.0276
Si  6.8362  6.8362  31.7504  0.0451  -0.0126  -0.0032
Si  4.1018  9.5708  31.7504  -0.0261  0.0282  -0.0215
Si  9.5708  9.5708  31.7504  0.0292  -0.0303  -0.0109
Si  2.7345  0  0.6835  0.0062  -0.0113  0.031
Si  8.2035  0  0.6835  0.0081  0.0263  0.0194
Si  0  2.7345  0.6835  -0.0506  0.0024  0.0018
Si  5.469  2.7345  0.6835  0.0137  -0.0383  0.022
Si  2.7345  5.469  0.6835  -0.0064  0.0349  0.0159
Si  8.2035  5.469  0.6835  0.0094  -0.0575  0.0318
Si  0  8.2035  0.6835  0.0406  -0.0366  0.0215
Si  5.469  8.2035  0.6835  -0.0621  0.022  0.0011
Si  4.1018  1.3673  2.0507  -0.0139  0.1015  0.0068
Si  9.5708  1.3673  2.0507  0.0897  0.0278  -0.0065
Si  1.3673  4.1018  2.0507  0.0066  -0.0135  0.0374
Si  6.8362  4.1018  2.0507  0.0072  0.0467  0.0157
Si  4.1018  6.8362  2.0507  0.0539  -0.0243  -0.002
Si  9.5708  6.8362  2.0507  0.0248  0.071  0.0119
Si  1.3673  9.5708  2.0507  -0.0219  0.0311  0.0162
Si  6.8362  9.5708  2.0507  0.0073  -0.0623  0.0091
Si  0  0  3.418  -0.021  0.1116  -0.4135
Si  5.469  0  3.418  0.0271  0.0423  0.5101
Si  2.7345  2.7345  3.418  0.2968  -0.0887  -0.1249
Si  8.2035  2.7345  3.418  -0.0244  -0.0791  0.0726
Si  0  5.469  3.418  0.047  0.0769  0.2735
Si  5.469  5.469  3.418  0.001  0.2533  -0.3912
Si  2.7345  8.2035  3.418  0.2139  0.1728  0.1873
Si  8.2035  8.2035  3.418  0.0058  0.0122  -0.18
Si  1.4106  1.3207  4.7462  0.0725  -0.0294  0.0002
Si  6.8565  1.3809  4.8387  -0.0497  -0.0569  -0.07
Si  4.1354  4.1221  4.7564  -0.0251  0.0098  -0.1096
Si  9.5574  4.0957  4.7922  -0.0072  -0.002  0.0049
Si  1.381  6.8696  4.8016  -0.0476  -0.0724  -0.0908
Si  6.8279  6.8479  4.7684  0.0076  -0.044  0.0281
Si  4.1195  9.563  4.8601  -0.0314  -0.0582  -0.0379
Si  9.5357  9.6287  4.7449  -0.0543  -0.0211  -0.1024
Si  2.7296  -0.0082  6.2365  -0.0122  0.0167  0.2619
Si  8.259  0.0338  6.2234  0.0893  0.0705  0.1598
Si  0.0713  2.7172  6.0502  -0.0491  0.0332  0.1428
Si  5.5445  2.8453  6.1646  -0.0028  0.0391  0.1787
Si  2.8463  5.5404  6.1181  0.0111  -0.0134  0.1248
Si  8.1525  5.4626  6.1463  0.0279  -0.0052  0.2361
Si  -0.0255  8.3023  6.0634  0.0763  -0.0882  0.2155
Si  5.5794  8.2384  6.2346  -0.0095  0.0207  0.1538
Si  3.8536  1.7866  7.3561  -0.0045  0.0034  0.1794
Si  9.9602  1.1533  7.4728  0.0709  0.0323  0.2741
Si  1.6172  3.9583  7.3147  0.0963  -0.0436  0.3836
Si  6.6961  4.3339  7.7137  0.0037  0.1037  0.0007
Si  4.484  6.5859  7.5216  0.0348  -0.124  0.1272
Si  9.3153  7.1339  7.3008  0.0376  -0.0833  0.2714
Si  1.0776  9.7436  7.5856  -0.1216  0.1035  0.1254
Si  7.1968  9.3872  7.6288  0.067  -0.0578  0.3021
O  1.3218  4.0672  24.3589  0.0361  0.0031  0.7363
O  6.8253  9.5594  24.2396  -0.0529  0.0313  0.5773
O  2.6689  2.8184  7.88  0.0702  -0.0595  -0.4849
O  8.2666  8.1887  8.0476  0.0017  0.0237  -0.5113
O  5.5322  5.4457  8.1944  -0.0912  0.1481  -0.4104
O  0.0299  -0.0129  8.1609  -0.0411  0.0646  -0.5837
O  4.0553  6.7629  24.2887  0.0172  0.0096  0.5716
O  9.5673  1.3466  24.3144  -0.0664  0.0092  0.6435
O  1.5266  8.7961  8.9065  0.024  0.0785  -0.1638
O  1.0704  4.6162  8.7168  -0.0959  0.0337  -0.1236
O  9.4086  2.0695  8.7153  -0.0132  -0.0518  0.0097
O  6.8423  10.0579  9.1151  0.0816  -0.0882  -0.4549
O  4.6049  1.4863  8.8041  -0.0258  -0.0121  -0.2992
O  3.7594  7.3548  8.7876  0.0006  0.0774  0.0094
O  7.4286  3.7314  9.1036  -0.1054  0.0329  -0.1971
O  10.063  6.4403  8.5664  0.0278  -0.011  -0.0008
O  3.0889  2.222  23.7517  0.0715  -0.0315  0.0092
O  5.15  0.5433  23.5032  0.0603  -0.0386  0.13
O  7.5884  2.9022  23.5814  -0.012  0.028  0.1194
O  10.3599  5.7541  23.6907  -0.0047  0.0493  0.1428
O  8.5958  7.7301  23.5173  -0.0137  0.0096  0.1346
O  2.2215  8.486  23.5588  0.0424  0.006  0.1741
O  5.5634  4.6961  23.6073  0.0299  0.0226  0.0911
O  0.4801  10.5094  23.697  0.0076  -0.0388  0.0376
Si  3.0317  8.5918  9.5471  -0.0209  -0.044  0.1925
Si  7.269  4.6303  14.1389  0.0239  0.0615  0.048
Si  1.137  -1.2164  13.2946  0.0052  0.0281  0.0297
Si  3.806  1.1368  22.7841  -0.076  0.0949  0.1225
Si  6.2077  0.3624  15.7761  -0.0284  -0.0005  0.0467
Si  1.9976  1.8634  16.8782  -0.0756  0.0355  0.0324
Si  1.618  9.7858  22.7884  -0.1239  -0.0507  0.0324
Si  3.9659  10.4051  13.9843  -0.0709  -0.0094  -0.0272
Si  0.5144  7.1249  12.0004  -0.1004  0.0697  0.2634
Si  -2.0271  7.2458  13.6671  0.1523  0.0305  -0.0139
Si  5.7619  0.0241  18.8571  0.0357  -0.0205  0.0131
Si  4.6602  6.0454  14.3607  -0.0232  0.0474  -0.0313
Si  11.5621  10.0718  20.0222  -0.1268  0.1015  -0.0653
Si  6.4007  -0.9672  10.6772  -0.0058  -0.1586  0.2961
Si  4.0404  11.4843  9.9832  -0.0843  0.098  0.444
Si  -1.2169  8.5611  18.2455  0.0819  -0.0384  0.1353
Si  -0.0106  -2.8307  15.5486  -0.0875  0.0391  0.0538
Si  0.8047  3.0507  14.1623  0.1344  -0.0869  -0.0325
Si  1.6936  5.8941  14.5289  -0.1021  -0.0247  -0.0709
Si  6.8292  4.0931  22.7661  0.0601  0.0271  0.068
Si  6.935  3.2548  16.6019  0.0409  -0.0134  0.111
Si  8.8161  3.1294  9.7954  0.0076  -0.1039  -0.1044
Si  4.6536  8.1906  12.0505  0.1787  0.0861  0.2097
Si  4.4121  -3.7198  17.1937  0.0579  0.0686  0.061
Si  2.3456  1.3388  12.3773  -0.0268  0.0398  0.1663
Si  -6.7766  4.1357  17.8513  0.0515  -0.0812  0.0725
Si  -2.957  -0.6084  13.331  -0.0162  -0.0209  -0.0101
Si  6.9247  8.3322  18.8895  0.0703  0.0497  0.0761
Si  5.2323  2.6604  20.4307  -0.064  -0.0208  -0.2779
Si  8.9185  6.4156  19.9098  0.053  -0.0268  -0.1196
Si  11.4356  2.1581  19.636  -0.014  0.0652  0.0973
Si  10.8718  5.4371  9.5237  0.0863  0.0525  -0.2326
Si  -1.8016  3.6924  18.5739  0.0497  -0.0328  0.1697
Si  -1.8139  -4.5926  22.8231  0.2049  0.0733  0.0294
Si  2.9674  10.0112  17.8958  0.0033  0.0351  0.1159
Si  8.907  2.2957  12.822  0.1024  -0.0501  0.1578
O  4.963  7.036  15.6416  -0.0019  -0.0106  -0.0132
O  2.5154  0.2865  16.8612  0.0227  0.0201  -0.0014
O  7.7743  4.3216  15.6712  -0.0268  0.0076  -0.0348
O  0.7702  8.7455  12.0284  0.0047  -0.0867  -0.0252
O  2.5767  -1.3969  14.0684  -0.0232  -0.0023  -0.0414
O  3.4102  8.547  17.2526  0.0356  -0.0994  -0.0465
O  -1.0417  2.6859  19.6034  0.0015  0.0677  -0.1085
O  5.2671  11.1191  10.9702  -0.0678  0.0543  -0.0708
O  1.5863  6.4715  13.0226  -0.0404  0.0069  -0.0823
O  0.723  6.3744  10.5933  -0.0062  -0.0826  -0.1578
O  6.4611  -1.2259  19.6487  -0.0401  -0.0033  -0.0629
O  7.5311  7.2965  19.9952  0.0057  -0.0069  -0.0387
O  -7.2969  0.8862  13.2573  0.0223  -0.0122  -0.0122
O  -2.4176  4.8984  19.4977  -0.0106  0.0314  -0.013
O  8.1438  8.7147  17.8462  -0.0636  -0.0055  -0.0305
O  7.7648  6.1029  13.6395  -0.0312  -0.0486  0.0171
O  4.1701  -0.2725  18.7817  -0.0193  0.0117  0.013
O  12.3385  3.2526  20.4396  0.0284  -0.0841  -0.058
O  2.8176  -0.1034  22.4621  0.0612  0.0551  -0.0777
O  -6.0187  9.4071  13.1268  -0.0371  -0.0488  -0.1111
O  6.2923  3.5087  21.3337  0.13  0.1037  0.2396
O  4.4131  3.6688  19.4188  0.0398  -0.0306  0.0477
O  3.2142  5.3918  14.7066  0.0591  0.0127  0.0145
O  0.566  0.7159  20.3943  0.0528  -0.0891  0.0364
O  0.9459  -1.6715  21.4017  0.0629  0.0334  0.1255
O  7.5034  10.389  11.7747  0.0207  -0.0289  -0.0881
O  5.8792  8.4231  10.979  -0.0368  0.0463  -0.0657
O  5.6474  4.7665  14.1736  0.0093  -0.0337  -0.0125
O  1.7588  9.6958  18.9268  0.0349  -0.0128  -0.0179
O  0.758  4.5865  14.7109  -0.0229  -0.0249  0.0077
O  -0.2361  -2.1357  16.9824  -0.0101  -0.0048  -0.0808
O  3.6542  10.0723  9.2593  0.0286  -0.0436  -0.2061
O  -2.4784  8.7758  13.431  -0.0789  0.1071  0.0007
O  5.5883  14.9318  17.0961  -0.0031  0.0282  -0.0224
O  9.9246  6.826  12.4681  0.0461  -0.0404  -0.0511
O  1.2681  2.0994  15.4189  -0.0247  0.0149  0.0027
O  7.1233  -0.4451  14.7123  -0.0066  -0.0189  -0.0181
O  0.9276  1.925  18.0847  0.0481  -0.0109  -0.1002
O  1.0971  11.2329  12.6739  0.0395  -0.0266  -0.0029
O  -1.006  7.0302  18.7786  -0.0912  0.0189  0.0378
O  7.8885  5.311  22.644  -0.1182  -0.0817  -0.0878
O  0.0872  -1.5834  14.4878  0.0466  -0.0035  -0.0186
O  6.4001  0.0056  17.3498  0.0496  -0.0387  -0.0327
O  -5.2403  7.6059  18.1194  -0.0816  -0.0583  -0.0743
O  4.6939  -0.1119  15.371  0.0371  0.0085  0.0163
O  1.8565  2.8061  12.9018  -0.0059  0.0056  -0.0291
O  4.1175  1.9432  21.3918  -0.0691  -0.1442  0.2593
O  10.1105  -1.3089  19.4139  0.0573  -0.0288  -0.0169
O  9.6971  6.585  21.325  -0.0422  0.0007  0.1382
O  -0.6633  2.8398  13.514  -0.0836  0.0054  -0.0485
O  2.8054  1.2676  10.8076  0.1077  -0.131  -0.1507
O  7.718  3.3493  13.2491  -0.0308  -0.0006  -0.0673
O  -4.9475  1.4569  19.6065  -0.0173  0.0421  0.0279
O  1.2773  7.0943  15.5632  0.021  -0.0154  0.048
O  3.7836  -5.1823  17.7217  -0.0268  0.0608  -0.0033
O  -3.0468  2.8897  17.8647  -0.0083  0.0256  -0.0618
O  4.6791  -4.1146  12.919  -0.0004  0.0528  -0.0462
O  8.8999  0.7502  13.3747  -0.0645  0.0703  -0.0336
O  6.5231  1.9619  15.6856  -0.0216  0.0267  -0.0042
O  3.265  8.2967  11.1667  -0.1526  0.0208  -0.3462
O  9.815  4.3718  10.1483  0.058  0.0375  0.0687
O  8.746  2.2916  11.1953  -0.0777  0.0781  -0.1435
O  3.116  3.0609  17.1551  -0.0076  0.0004  -0.0182
O  -1.2948  -3.7598  15.1306  0.005  -0.0427  0.0245
H  13.2194  2.9712  20.7495  -0.1486  0.0539  -0.051
O  -0.73  4.2333  17.4692  0.0122  0.0414  -0.0596
H  -1.0668  4.7084  16.6904  -0.0184  -0.0503  0.1057

Results
free energy: -134562.158 eV
free energy less fixed offsets of H -15.97, O -568.88, Si -635.61 eV per atom: 0.622 eV

The program warned: the cutoff lies below the one the program advises for these potential files; the forces do not sum to zero within the program's tolerance; the exchange-correlation potential is rough where the density is thin.
